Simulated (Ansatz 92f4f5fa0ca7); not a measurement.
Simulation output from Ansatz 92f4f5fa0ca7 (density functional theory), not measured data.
Periodic cell of 130 atoms, Si86O44, from a study of silicon, its oxide and their interface. The atomic structure is a simulated model.

Settings
functional: r2SCAN
potential files: Ansatz norm-conserving
basis: plane waves
wave-function cutoff: 1300 eV
density cutoff ratio: 4
exchange-correlation grid ratio: 1
k mesh: 2 x 2 x 1, shifted by 0.5 0.5 0.5 of a step
self-consistency stop: 5e-08 eV per atom in the density residual
occupations: Fermi-Dirac, 0.05 eV
spin: none
net charge: 0

Cell vectors (angstrom)
a, 10.88, 0, 0
b, 0, 10.88, 0
c, 0, 0, 20.0443

Atoms and the computed forces on them: element, x, y, z (angstrom), force x, y, z (eV/angstrom)
Si, 0.5177, -0.7389, -0.0963, 1.5091, -1.8077, 0.7116
Si, 3.1418, 2.3734, -0.038, -1.3427, 1.5934, -1.7073
Si, -0.2298, 5.8661, 0.1995, 3.2204, -1.6024, -1.8019
Si, 2.8489, 7.8434, 0.4882, -0.9625, 0.2087, -0.3924
Si, 5.4538, 0.2875, 0.0985, -3.7472, 0.186, 1.6308
Si, 8.2446, 2.3499, 0.1893, -0.0314, -2.4685, -0.0092
Si, 5.0676, 5.588, -0.1474, 0.7256, 1.6522, -0.7879
Si, 8.4608, 7.8127, 0.2343, 0.1044, 1.2824, -1.4382
Si, 1.4262, 1.207, 1.1146, 0.5204, -0.6316, -0.419
Si, 4.195, 3.952, 1.3293, -1.2603, 0.9616, -0.8114
Si, 1.2374, 6.6996, 1.9051, 0.8892, 0.2606, -1.3823
Si, 4.2274, 9.4495, 1.4406, 0.3302, 0.4944, -0.2621
Si, 6.7168, 1.3417, 1.762, 0.7911, 0.8585, -0.944
Si, 9.7077, 3.9281, 1.267, -0.2592, 0.1529, 0.2359
Si, 6.7616, 6.7188, 1.3306, -0.2776, -0.7259, -0.0838
Si, 9.6417, 9.4708, 1.4021, 0.9845, -1.2232, 0.6237
Si, 0.306, 2.6118, 2.5957, -2.0392, -0.1613, 0.1306
Si, 2.7438, -0.0596, 2.7153, -0.0002, 0.0738, -0.3035
Si, -0.0027, 8.2398, 3.0614, -0.3952, 0.0781, -0.0256
Si, 2.7785, 5.213, 2.8666, 0.2842, 0.6239, -0.9751
Si, 5.4318, 2.9697, 2.907, 0.5528, -1.8087, 0.2898
Si, 8.2941, -0.1195, 2.7849, -1.3287, -0.1865, 0.1271
Si, 5.4394, 8.0284, 2.7844, 1.0604, 0.7434, 0.8619
Si, 8.188, 5.3571, 2.7639, 0.3699, 0.1929, -1.2599
Si, 1.3793, 4.0115, 4.0879, 0.2333, -1.3194, 2.2369
Si, 4.0543, 1.3997, 4.0139, -0.3229, 0.2669, 1.2133
Si, 1.45, 9.5538, 4.2889, -0.2899, 0.2122, 0.7265
Si, 4.068, 6.6578, 4.1582, 0.3885, 0.6814, -0.2174
Si, 6.6866, 4.3923, 4.1717, 0.5374, -0.7679, 1.765
Si, 9.4944, 1.4027, 3.9574, 1.6751, 0.5551, 1.4249
Si, 6.8988, 9.4436, 4.2627, -0.7079, -0.2506, -0.5326
Si, 9.5555, 6.652, 4.2142, -0.0012, 0.3154, 0.3909
Si, 0.0029, 0.1284, 5.6838, -0.4487, -0.2528, -1.3838
Si, 2.7893, 2.7177, 5.6643, -0.6756, -0.2019, -0.9281
Si, 0.0099, 5.2383, 5.6535, 0.2789, 0.9715, -1.8053
Si, 2.7876, 7.9687, 5.5661, -1.4658, 0.7806, -0.6053
Si, 5.2661, -0.0204, 5.4909, 0.812, 0.4231, -0.4676
Si, 8.1763, 2.8758, 5.3905, -0.9999, -0.7972, -0.3477
Si, 5.3048, 5.6, 5.7756, 0.213, -1.2163, -0.6745
Si, 8.1647, 7.981, 5.5872, 0.3888, 0.8668, -0.6067
Si, 1.3927, 1.4134, 7.0669, -0.3996, 0.0372, -0.2387
Si, 3.8503, 4.2343, 7.1209, 2.4322, -1.3174, -1.1638
Si, 1.2625, 6.7346, 6.9233, 1.1344, -0.0335, 0.2641
Si, 3.9166, 9.4796, 6.8761, 0.3039, 0.1679, -0.7625
Si, 6.6175, 1.5446, 6.7276, 0.7521, -0.2929, 0.5566
Si, 9.5103, 4.0215, 6.9198, -0.7971, 0.3002, 0.8586
Si, 6.7716, 6.8747, 6.9825, 0.1126, 0.0454, 0.835
Si, 9.3988, 9.5346, 6.8678, 1.4347, -0.5283, -0.2119
Si, 0.0462, 2.883, 8.375, 1.0028, -0.5775, 0.6927
Si, 2.6987, -0.0854, 8.3115, -1.0487, 0.6328, 0.7689
Si, 0.131, 8.2644, 8.2241, -0.9254, 0.6551, -0.3907
Si, 2.6751, 5.4942, 8.4985, -1.2967, 0.2913, -0.0491
Si, 5.5497, 3.0224, 8.4634, -1.5623, -0.0706, -2.1672
Si, 7.956, -0.0316, 8.0328, -0.8164, 1.8551, 0.217
Si, 5.2427, 8.2247, 8.19, 0.3743, -0.5631, -0.0657
Si, 8.2801, 5.5874, 8.3452, 0.2511, -0.7353, -1.8956
Si, 1.5734, 4.1117, 10.0257, -0.5138, -0.4265, -0.1261
Si, 4.0169, 1.5261, 9.4184, -0.1044, -0.3124, 1.2439
Si, 1.2898, 9.4902, 9.866, -0.5056, 0.6191, -0.6481
Si, 4.1339, 6.8054, 9.6495, 0.5096, 1.0954, 1.4292
Si, 6.7496, 4.6035, 9.6605, 1.3768, -2.3289, -0.6052
Si, 9.3326, 1.507, 9.3592, -1.0723, -1.1173, 0.8596
Si, 6.3863, 9.7059, 9.4107, 2.4116, -0.9057, 0.633
Si, 9.6452, 6.9621, 9.5336, 0.4494, -0.9437, 0.8962
Si, -0.8798, -0.3948, 10.6739, 0.1665, 0.5782, 2.1104
Si, 2.8953, 2.3779, 11.418, -1.4395, 0.1215, -1.4221
Si, 0.37, 5.7859, 11.0877, -1.228, -1.0445, 2.6987
Si, 2.5412, 7.8889, 11.0276, 0.3778, 0.259, 2.1623
Si, 5.5272, 0.4324, 10.7532, -1.388, -0.7409, 1.2326
Si, 7.6564, 2.7237, 10.7592, 0.267, 0.9538, 2.9407
Si, 6.0202, 6.1198, 11.0661, -3.1965, -1.5423, 1.3728
Si, 7.9525, 8.1853, 10.5314, -0.392, 1.1254, 0.6919
Si, 6.8192, 4.3918, 13.2931, -0.5615, 0.5802, 1.117
Si, -1.482, 4.1623, 16.3287, -0.5035, -0.6813, -1.2682
Si, 13.3034, 9.4745, 13.6881, -0.7285, -1.7237, 1.086
Si, 11.0057, 12.6816, 15.669, -1.4125, -0.4069, 1.2116
Si, 0.2652, 7.881, 15.3914, -0.792, 0.3939, 0.6124
Si, 0.5716, 0.8946, 12.7561, 0.0144, 1.5796, 1.8802
Si, 7.7172, 10.4728, 18.6763, 2.8185, -0.5014, -1.0561
Si, 4.2833, 0.7759, 13.5769, 1.8739, -0.2506, -1.9264
Si, 6.897, 3.9897, 17.8553, -1.7493, -1.8627, -3.5604
Si, 9.6981, 5.7931, 13.8221, -1.6425, -1.1614, 1.303
Si, 5.2718, 2.7337, 15.4601, 2.7752, 3.4504, 0.837
Si, 10.0034, -0.7442, 17.0521, -1.5025, 1.6826, -0.459
Si, 13.493, 3.3449, 16.9583, -1.5757, -0.4077, -5.6149
Si, 11.6508, 5.4692, 17.3474, 0.644, 2.1342, 0.8685
O, -0.1179, -0.7015, -1.5571, -0.174, -0.1624, -0.8407
O, 1.7696, -1.9958, -0.2701, -1.4675, 1.4966, 0.0311
O, 5.3638, 1.4102, -5.4582, 0.4547, -1.0015, -0.3149
O, 2.921, 3.1565, -1.6082, 0.6365, -1.1943, 5.2203
O, -1.3656, 6.7277, -0.5374, -1.8601, 1.6912, 0.9032
O, 0.9337, 5.7179, -1.0967, -0.2022, 0.3361, 2.2953
O, 3.8043, 6.7418, -0.3764, 0.98, -0.7813, 0.2223
O, 4.0928, 1.1816, -0.4454, 2.771, -1.8207, 0.2333
O, 6.1331, -0.2455, -1.2281, 0.2813, 0.4883, -1.0276
O, 7.6644, 3.0796, -1.1226, -0.3881, 0.9091, 0.118
O, 5.9143, 5.1569, -1.6346, -1.068, 0.2048, 2.2506
O, 10.5553, 5.1649, -7.4079, 0.7221, 0.9554, -3.6302
O, 7.8983, 8.8802, -0.9227, 0.4057, 0.3327, 0.2294
O, 12.459, 8.6737, -5.1647, 1.1229, 0.035, -1.106
O, 0.3393, 1.7752, 14.1503, 1.3001, -0.7141, -5.6731
O, 3.1071, -2.3026, 12.4819, -0.5943, 0.2761, 0.1218
O, 7.0032, 7.2245, 11.6056, 2.2744, 2.5013, -0.9093
O, 3.7812, 2.8714, 15.8979, -2.7555, 1.0829, 0.9591
O, 8.0508, 5.3189, 13.7813, 2.0471, 2.272, -0.2514
O, -3.2647, 3.2396, 12.4904, 0.2095, -0.6355, -2.2714
O, 1.6447, 6.6514, 11.6916, -0.5455, 0.704, -1.0184
O, 1.3237, 10.4189, 13.1053, -0.9341, 0.5942, -1.5279
O, 4.9826, -0.0405, 12.2481, -0.6634, 0.7175, 1.0806
O, 6.4877, 1.6526, 11.0729, 0.8595, -0.0271, -0.4003
O, 5.6623, 5.2182, 12.4153, 0.6975, 0.1771, -0.9306
O, 10.0517, 8.8522, 16.1545, 0.7939, -1.9805, -0.2954
O, 10.0664, 11.2921, 12.1693, -0.5385, -0.2463, -1.5188
O, 9.0223, 9.251, 11.2385, -0.1545, 0.4027, -0.6072
O, 10.1115, 4.9802, 15.1664, 0.0609, 0.9028, -1.1674
O, 0.7678, 6.8616, 16.54, -1.0655, 0.774, -0.5382
O, 1.3808, 1.7241, 11.5715, -0.0931, -0.6332, 0.9464
O, -2.4813, 10.6088, 17.1756, 0.1506, -0.947, 1.6633
O, 10.6478, 11.2073, 16.0903, 0.8257, -0.2141, 0.4026
O, 14.2456, 10.6063, 14.3757, 1.0731, -0.3535, -0.1048
O, 1.3881, 2.3354, 16.3986, 2.1674, 1.6188, 2.1886
O, 6.0464, 2.8936, 16.8867, 0.2323, -0.2265, 1.2881
O, 3.6032, 2.1124, 12.8706, -0.3509, -0.0753, -0.3285
O, -0.6094, 4.6756, 17.5403, 0.101, -0.8616, 0.7382
O, 2.0853, 4.9002, 16.6066, 0.7986, -2.9479, 1.0577
O, -1.211, 2.6419, 15.9203, -0.9202, 0.2667, 0.9944
O, 5.8854, 4.0752, 14.6141, -0.0414, -2.2947, -0.476
O, 7.8583, 4.4494, 16.6282, 0.4971, 1.042, 1.1332
O, 8.6192, 0.7305, 19.5322, -1.0743, 0.9824, 0.7996
O, 10.2521, 7.3185, 14.1212, -0.2078, -0.7348, 0.1168

Results
free energy: -30551.378 eV
free energy less fixed offsets of O -463.61, Si -117.95 eV per atom: -8.838 eV
pressure: -0.82 GPa
stress xx, yy, zz, yz, xz, xy (GPa, positive in tension): 0.34, 0.23, 1.89, 0.34, -1.85, -0.79
